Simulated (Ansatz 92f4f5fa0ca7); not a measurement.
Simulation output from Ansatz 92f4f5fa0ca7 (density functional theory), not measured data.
Periodic cell of 256 atoms, Si144O112, from a study of silicon, its oxide and their interface. The atomic structure is a simulated model.
Doubt: the cutoff is far below the 930 eV that the study's wrapper takes by default for these files, so forces and energies are approximate.
This geometry differs little from another in the collection (a relaxation step or a small displacement).

Settings: functional PBE; potential files Ansatz PAW; basis plane waves; wave-function cutoff 580 eV; density cutoff ratio 5; exchange-correlation grid ratio 1; k mesh 1 x 1 x 1, Gamma-centred; self-consistency stop 5e-08 eV per atom in the density residual; occupations fixed; spin none; net charge 0.

Cell vectors (angstrom)
a  10.938  0  0
b  0  10.938  0
c  -1.9408  -5.264  36.7555

Atoms and the computed forces on them: element, x, y, z (angstrom), force x, y, z (eV/angstrom)
Si  -0.3827  -6.8416  29.0238  -0.0146  0.0157  0.0101
Si  2.6413  -4.4465  29.4654  -0.0263  -0.0125  0.0145
Si  -0.929  -0.7632  29.0951  0.0007  0.0019  -0.0105
Si  1.8797  -9.1028  29.2018  0.0074  -0.004  -0.0046
Si  -6.6695  -6.3376  29.6166  0.0411  0.0186  -0.002
Si  -3.9352  -3.9725  29.0138  -0.0022  -0.0139  -0.0049
Si  5.1126  -1.4276  29.3199  0.0016  0.0057  -0.0013
Si  -3.2125  -9.5085  29.3227  -0.0053  0.0176  -0.0016
Si  0.7362  -5.2991  30.5135  0.0101  -0.0054  -0.0079
Si  3.5107  -2.5812  30.6254  0.0116  0.0084  -0.0027
Si  0.7166  -10.6876  30.4917  0.0076  -0.0043  0.0135
Si  3.3212  -8.0584  30.7794  -0.0114  -0.0142  0.0106
Si  -4.8576  -5.3151  30.679  -0.0095  -0.0109  -0.0126
Si  -1.8037  -2.45  30.526  -0.0044  0.0018  0.0107
Si  6.2371  0.1746  30.6457  -0.0073  0  0.0053
Si  -1.9353  -7.9416  30.5153  0.0052  -0.0032  -0.0001
Si  -0.5422  -3.8713  31.9346  0.0052  -0.0055  0.0134
Si  2.1148  -1.1382  31.9028  -0.005  0.003  0.0025
Si  -0.5951  -9.328  31.9438  -0.0099  0.0078  -0.004
Si  2.0447  -6.5908  32.0398  -0.0095  0.002  0.0109
Si  4.8712  -3.8607  32.047  -0.0003  0.0005  0.0218
Si  7.6483  -1.191  31.958  0.0077  0.0003  -0.0016
Si  4.8665  1.5669  31.9827  0.008  0.0063  0.0023
Si  -3.3166  -6.6125  31.9279  -0.002  -0.0003  0.008
Si  -1.9408  -5.264  33.3373  -0.0119  0.2146  -0.3932
Si  0.7937  -2.5295  33.3373  0.1759  0.1059  -0.1517
Si  -1.9408  0.205  33.3373  0.0652  0.0361  -0.1601
Si  0.7937  -7.9985  33.3373  -0.5169  -0.1405  0.5409
Si  3.5282  -5.264  33.3373  -0.3138  0.0291  0.3021
Si  6.2627  -2.5295  33.3373  0.2496  0.1002  0.3579
Si  3.5282  0.205  33.3373  -0.2641  -0.2021  -0.1563
Si  6.2627  -7.9985  33.3373  0.0754  0.0321  -0.2213
Si  1.3673  -1.3673  3.418  -0.0743  -0.3922  -0.1339
Si  4.1018  1.3673  3.418  0.207  -0.1571  -0.3871
Si  1.3673  4.1018  3.418  -0.1457  0.0083  0.2416
Si  4.1018  -4.1018  3.418  -0.0381  0.2539  0.1432
Si  6.8362  -1.3673  3.418  0.1546  0.2678  0.4252
Si  -1.3673  1.3673  3.418  0.0749  -0.0453  -0.0781
Si  6.8362  4.1018  3.418  0.208  -0.1379  -0.2176
Si  -1.3673  6.8362  3.418  0.2852  0.1201  -0.3055
Si  2.7798  -0.0548  4.7217  0.0041  -0.0039  -0.0122
Si  5.5124  2.6796  4.754  0.0145  -0.0028  0.0025
Si  2.7236  5.4882  4.7931  -0.0015  0.0071  -0.0101
Si  5.484  -2.7282  4.8167  -0.0077  -0.0018  -0.0053
Si  -2.6646  0.0005  4.838  0.0072  -0.0049  -0.0111
Si  -0.0329  2.7278  4.8044  -0.007  0.0088  -0.0012
Si  8.2361  5.473  4.733  -0.0046  -0.005  -0.0035
Si  0.0156  -2.7742  4.8181  0.0053  -0.0048  0.0006
Si  1.3671  1.2616  6.0124  -0.0106  0.0034  -0.0057
Si  4.1519  4.104  6.0239  -0.0008  0.0031  -0.0012
Si  1.3647  -4.1546  6.2545  -0.0043  -0.0015  0.0052
Si  4.0538  -1.4258  6.1865  0.0078  -0.0031  0.0012
Si  -3.9106  1.5031  6.2017  -0.0158  0.0112  0.0095
Si  -1.3871  4.1462  6.187  -0.0015  -0.0031  0.0044
Si  6.8634  -4.1373  6.106  0.0066  0.0007  0
Si  -1.354  -1.4543  6.2477  -0.0032  -0.0011  0.0023
Si  0.3873  -0.3569  7.4206  -0.0151  0.0033  -0.0018
Si  2.9122  2.5196  7.1887  -0.0051  0.0043  0.0247
Si  -0.2291  -5.2904  7.6074  0.0088  -0.0071  -0.0032
Si  2.5982  -2.6174  7.5702  0.0023  -0.0123  -0.0064
Si  4.9078  0.0783  7.7836  0.0034  -0.0008  0.0009
Si  -3.2843  3.4702  7.4061  0.0095  -0.0112  -0.0191
Si  5.8292  5.1078  7.3263  -0.004  -0.0007  -0.0044
Si  -2.5392  -3.0863  7.5591  -0.006  0.015  -0.0001
Si  -0.5735  -6.6312  34.7045  -0.0501  -0.1906  0.0289
Si  2.161  -3.8967  34.7045  0.0694  0.008  0.0371
Si  -0.5735  -1.1622  34.7045  0.0214  0.0153  -0.0296
Si  2.161  1.5723  34.7045  -0.0395  -0.0367  -0.0224
Si  4.8955  -6.6312  34.7045  -0.0087  -0.022  -0.0368
Si  -3.308  -3.8967  34.7045  0.0081  0.0427  -0.0008
Si  4.8955  -1.1622  34.7045  0.0148  -0.0375  0.0036
Si  7.63  1.5723  34.7045  -0.0162  -0.0441  -0.0202
Si  0.7937  -5.264  36.0718  -0.0255  0.0807  -0.0217
Si  3.5282  -2.5295  36.0718  -0.0044  -0.0427  0.0001
Si  0.7937  0.205  36.0718  -0.0075  0.0104  -0.0242
Si  3.5282  -7.9985  36.0718  0.0047  -0.0204  -0.0256
Si  -4.6753  -5.264  36.0718  0.0152  0.0343  -0.0304
Si  -1.9408  -2.5295  36.0718  -0.023  -0.0045  -0.021
Si  6.2627  0.205  36.0718  -0.0364  0.0194  -0.0025
Si  -1.9408  -7.9985  36.0718  -0.033  0.0819  0.0041
Si  1.3673  1.3673  0.6835  0.0223  -0.0312  0.0121
Si  4.1018  4.1018  0.6835  -0.0121  0.0237  0.0159
Si  1.3673  6.8362  0.6835  0.049  -0.0507  -0.0053
Si  4.1018  -1.3673  0.6835  0.0023  -0.0144  0.0082
Si  6.8362  1.3673  0.6835  0.0264  -0.0113  0.0063
Si  -1.3673  4.1018  0.6835  0.0315  -0.0559  0.0211
Si  6.8362  -4.1018  0.6835  -0.0037  0.0156  0.0405
Si  -1.3673  -1.3673  0.6835  -0.0554  -0.0477  0.0154
Si  0  0  2.0507  0.0111  0.0648  0.0085
Si  2.7345  2.7345  2.0507  -0.0117  -0.075  0.039
Si  0  5.469  2.0507  -0.0319  0.0585  -0.0349
Si  2.7345  -2.7345  2.0507  -0.0488  -0.0184  -0.0296
Si  5.469  0  2.0507  -0.0163  0.0781  -0.0358
Si  8.2035  2.7345  2.0507  -0.0659  0.0086  -0.0222
Si  5.469  5.469  2.0507  0.0041  -0.0307  0.0512
Si  8.2035  -2.7345  2.0507  0.0927  0.0634  0.0403
Si  -1.8999  -1.9577  23.7112  -0.0003  0.0016  -0.0058
Si  4.4748  -3.0399  17.2099  0.0009  0.0001  0.0033
Si  5.6732  -8.1031  27.3176  0.0005  0.007  0.0125
Si  0.0838  -8.8546  25.1057  -0.0027  0.0005  -0.0055
Si  -0.2007  -9.2193  22.0438  -0.0008  -0.0001  -0.0052
Si  6.1713  -5.9463  21.8312  -0.0013  -0.0006  -0.003
Si  -0.1624  -1.6043  14.1669  0.0004  -0.0022  0.0022
Si  -2.4516  2.2156  12.9756  -0.0022  -0.0005  0.0023
Si  2.7439  -2.3793  21.9643  0.0001  -0.0006  -0.0034
Si  -2.2038  -2.3633  19.4552  -0.0009  0.0005  -0.0008
Si  1.2675  -10.0172  19.7504  0.0014  0.0005  0.0005
Si  4.9481  0.8738  10.5402  -0.0029  -0.0046  -0.0087
Si  -1.0987  -6.2737  25.9374  -0.0021  0.0023  0.0001
Si  -1.0152  0.1849  10.0403  -0.0017  -0.0002  -0.0019
Si  7.6173  2.3809  10.2246  0.0023  -0.0035  -0.0009
Si  -0.1862  -0.8105  26.0619  -0.0018  -0.002  -0.0027
Si  2.6292  -1.6802  25.0415  0.0026  0.0012  -0.0032
Si  -4.3744  -4.6094  18.9849  -0.0005  0.0004  0.0018
Si  0.0222  -7.841  18.2344  -0.0009  0.0021  0.0018
Si  3.8144  -10.5033  27.038  0.0038  -0.0021  -0.0042
Si  -3.3778  -4.6125  24.2788  0.0059  -0.0007  -0.0046
Si  0.2219  1.0795  12.7439  -0.0026  -0.0022  0.0005
Si  1.3676  -3.9431  13.457  -0.0001  0.0003  0.0021
Si  2.5748  3.5949  16.7254  -0.0008  -0.0012  0.0036
Si  1.9015  -4.4733  16.3991  0.0014  0.0001  0.0049
Si  0.761  -6.3806  20.8986  0.0006  0.0015  -0.0008
Si  1.7231  4.2763  9.5675  0.0005  -0.0035  -0.0014
Si  -0.1434  -3.4331  21.6237  0.0011  -0.0006  -0.002
Si  6.0493  -5.3112  26.5531  0.0051  -0.0037  0.003
Si  -2.7225  0.0585  21.3466  -0.002  0.0011  -0.0015
Si  1.6812  -6.3315  24.9706  0.0023  0.0062  -0.0038
Si  -0.7354  -3.036  16.7792  0.0004  0.0014  0.0051
Si  -3.0154  -7.3647  18.0842  0.001  0.0013  0.0044
Si  5.8986  -2.3409  14.6629  0.0003  -0.0015  0.0028
Si  2.6318  2.4475  11.7707  -0.0001  0.0008  -0.0026
Si  4.1206  -4.5286  9.6461  -0.0032  -0.0016  0.0037
Si  4.2914  -4.2342  12.7095  0.0005  0  0.0021
Si  3.374  -0.9576  19.3319  0.0012  0.0011  0.0007
Si  6.8022  -0.4162  12.5529  0  -0.002  0.0011
Si  6.9445  3.5106  15.333  -0.0007  0.0013  0.0048
Si  3.1932  -5.4683  22.2743  0.0018  0.0005  -0.0038
Si  4.1928  3.881  14.0464  0.0009  -0.0009  0.0057
Si  -2.6708  -2.3176  10.4366  0.0005  0.0012  -0.0025
Si  3.9218  -9.0106  18.9744  0.0013  0.0004  0.0036
Si  -4.3586  -8.6  20.5194  0  -0.0011  0.0001
Si  3.2137  -4.3332  26.6228  -0.0054  0.0015  -0.0067
Si  -1.3908  -3.8285  12.5798  0.0006  -0.0009  0.0023
Si  8.1274  -4.5629  15.0278  -0.0011  -0.0011  0.0043
O  5.3946  -4.2277  17.8874  -0.0007  0.0013  -0.0004
O  -1.3655  -4.1652  8.0329  0.0001  -0.0016  0.0003
O  4.0643  1.4827  7.7311  0.003  0.0023  -0.0009
O  4.9036  -0.3022  9.3895  -0.001  0.0013  0.0018
O  -2.1213  -10.6029  28.7241  0.0057  -0.0059  -0.0008
O  0.7951  -7.9651  28.6289  0.0089  -0.0106  0.0014
O  -0.5121  -1.8126  15.7318  -0.0001  -0.0002  -0.002
O  1.4709  -7.9564  25.1125  0.0001  0.0008  0.0028
O  2.9046  5.3519  9.797  0.0011  -0.0007  0.0007
O  6.4469  0.4099  7.3299  0.0035  0.0054  -0.0018
O  7.6111  -2.6519  8.9694  -0.0002  -0.0006  0.001
O  2.1128  3.1872  8.4406  0.0047  -0.0027  -0.0078
O  4.9014  -2.9699  13.5288  -0.0012  -0.0001  0.0005
O  -3.0022  -3.0436  24.1827  -0.0013  -0.0013  0.0041
O  2.289  -3.9411  27.9034  0.0044  0.0004  -0.0101
O  2.5917  -9.8141  27.885  -0.0069  0.0048  0.0054
O  8.5183  -3.603  29.4885  -0.0013  0.0039  0.0037
O  -1.2473  -3.1324  20.496  0.0024  0.0016  0.0004
O  4.6898  -7.2807  28.3093  0.0037  -0.0056  -0.0198
O  6.1529  -4.6352  25.0876  -0.0032  0.0014  0.0029
O  1.8032  -0.484  19.1064  0  0.0009  0.0014
O  -1.6491  -4.2338  16.1298  0  0.0012  -0.0003
O  -2.9028  3.3937  9.0315  0.0008  -0.0003  0.015
O  4.6326  5.4091  13.6548  0.0015  -0.0002  0.0007
O  -0.6856  -2.8406  23.0482  -0.0016  0.0024  0.005
O  4.52  -0.691  27.9779  0.0033  -0.0073  0.0098
O  0.1936  -7.6623  21.7534  -0.0004  -0.0014  0.0031
O  0.0444  -5.0572  21.5578  0.0006  0.0005  0.0016
O  -3.7467  -4.817  27.6144  0.0008  0.001  0.0044
O  8.0656  2.8112  14.4089  0.0004  -0.0013  -0.002
O  1.4929  -1.4517  8.0472  0.001  -0.0031  0.0033
O  0.3615  5.023  9.0382  -0.0009  0.0026  0.0003
O  -2.4966  -0.8539  20.0027  0  0.0011  0.0022
O  7.2335  5.1032  15.448  -0.0005  -0.0008  -0.0012
O  3.4711  -3.2228  8.8622  -0.0045  0.0047  -0.0052
O  1.7569  1.5854  12.8378  0.0014  0.0011  0.0013
O  -1.445  3.4721  17.6496  0.0012  -0.0002  0
O  3.2496  -3.1108  25.5503  0.0004  -0.0033  0.0046
O  7.9997  0.6604  12.8098  0.0007  0.0009  0.0005
O  4.7693  -4.2209  11.1345  0.0031  0.0003  0.0015
O  0.4005  -6.6677  19.3279  0.0001  -0.0001  0.0022
O  1.252  -2.6397  21.348  0.0012  0.0006  0.0024
O  1.0751  -1.6568  25.4947  -0.0023  0.0017  0.0043
O  5.5045  3.1668  14.6783  -0.002  0.0008  -0.0005
O  -0.8269  2.2967  12.9642  0.0016  0.0008  0.0006
O  -4.1786  -7.455  21.6582  0  0.0023  0.0028
O  1.0841  2.9653  16.9859  0  -0.0004  0.0003
O  2.3843  -6.118  20.9968  0.0005  0.0014  0.0032
O  7.2724  -5.1991  22.7847  0.0014  0.0022  0.0057
O  2.3923  5.1423  17.2143  -0.0003  0.0032  0.0002
O  -0.4538  -1.3033  27.6018  0.0004  0.0009  0.0003
O  1.2494  -2.3485  13.8115  0.0003  0.0002  0.0003
O  4.857  -9.3197  26.5944  0.0052  0.0044  0.001
O  -1.3282  -2.3173  13.2512  -0.0016  -0.0001  0.0003
O  1.5941  3.4446  10.974  -0.0001  -0.0009  0.0032
O  -0.1319  -9.4948  23.6312  0.0007  0.0016  0.0079
O  -1.1547  -7.86  25.5061  0.0022  -0.0007  0.0013
O  -3.5758  -3.2163  19.2676  0.0017  0.001  0.0006
O  2.6825  -4.1586  12.5717  -0.0033  -0.0001  0.0003
O  -0.2247  0.5289  8.6662  -0.0027  0.0082  0.009
O  -1.4391  -2.3039  18.0327  -0.0011  -0.0008  0.0003
O  3.2556  -3.5918  16.2894  -0.0019  0.0006  -0.0001
O  5.976  -5.1429  20.4143  0.0004  -0.0009  0.0032
O  -1.3647  -1.3979  10.1101  -0.0013  -0.0008  0.0006
O  0.6984  -3.7132  17.2051  -0.0016  0.0005  -0.0013
O  3.3483  -0.3552  25.6843  -0.0022  -0.0016  0.0007
O  5.1063  -8.3526  19.8557  0.0001  0.001  0.0004
O  0.1344  -4.4015  12.487  0  -0.0011  0.0005
O  2.7639  -5.7865  26.0413  -0.0023  0.0052  0.0008
O  0.0069  0.4741  11.256  0.0002  0.0008  -0.0004
O  -2.3156  -5.4771  25.1936  0.0009  -0.0002  0.0024
O  7.2515  -1.5618  11.4693  -0.0008  0  0.0021
O  2.2345  -5.8678  23.5266  -0.0033  -0.0021  0.0107
O  -2.6075  -0.9193  22.6549  0.001  -0.0014  0.0035
O  3  3.6533  15.1474  0.0012  -0.0004  -0.0043
O  3.4219  -3.8571  22.1267  -0.0005  0.0009  0.0028
O  3.7546  3.2386  12.6298  -0.0009  -0.0013  0.0002
O  0.0229  -9.3312  18.9412  0  0.0002  0.002
O  5.4432  0.2669  11.9654  -0.0001  0.0002  0.0022
O  2.4971  -8.9274  19.7726  -0.001  0  0.0008
O  6.2001  -2.553  28.7777  -0.0108  0.0024  0.0052
O  0.2515  -5.6074  25.2878  0.0058  -0.0024  0.0031
O  2.7581  -1.6273  23.4149  0.0004  0.0013  0.0043
O  -4.7896  -6.9307  26.2803  -0.0047  -0.0044  0.0115
O  3.5502  -1.4238  20.8993  -0.0001  -0.0006  0.004
O  -1.6776  -9.6331  21.5071  0.0029  0.0017  0.0025
O  5.2681  -2.0813  16.149  -0.0003  0.0011  -0.0009
O  -3.415  -5.8035  18.4039  -0.0004  0.0004  0
O  -1.0088  -6.2326  27.5925  0.0016  -0.001  0.004
O  -3.962  -8.7443  28.063  -0.0083  0.0014  0.0061
O  3.7125  2.7547  17.5687  0.0006  0  0.0004
O  4.6983  -4.6664  27.2048  -0.0023  0.0006  0.0024
O  -2.1453  -3.6994  11.1475  -0.0004  -0.0007  -0.0001
O  7.1759  -3.2777  14.9305  -0.0009  0.001  -0.0005
O  -4.1611  -10.0985  21.1595  0.0007  -0.0002  0.0012
O  -2.4008  1.0353  10.0741  -0.0007  0.0025  0.0004
O  5.3316  -5.2184  8.7952  0.0034  -0.0012  0.0034
O  1.3877  -4.7863  14.8663  -0.0003  0.0005  -0.0025
O  3.8041  -2.2045  18.4189  -0.0001  0.0003  -0.0003
O  4.6802  -6.0901  22.4839  -0.0009  0.0005  0.0028
O  -1.4195  -1.1348  25.0374  0.0025  0.0011  0.0051
O  7.8882  3.0534  11.6963  -0.0003  0.001  -0.0001
O  0.1258  -10.1363  26.1082  -0.0001  -0.0007  0.0037
O  -0.0334  -0.0253  13.9034  -0.0005  0.0023  0.0001
O  -2.1941  -4.8602  13.5492  -0.0001  -0.0003  -0.0016
O  -3.2389  -8.3375  19.3633  -0.0004  0.0004  0.0006
O  0.8389  -10.2485  21.3053  -0.0006  0.0012  0.0037
O  7.0172  2.9657  16.8647  -0.0005  -0.0009  -0.0027
O  4.2853  0.3261  18.8526  -0.0004  0.0011  0.0007
O  6.4347  -0.9478  14.041  -0.0009  0.0008  -0.0005
O  6.0303  2.0216  10.0791  0.0003  0.0016  0.0003
O  3.4562  1.5047  10.7242  0.0002  -0.0005  0.0033

Results
free energy: -155246.215 eV
free energy less fixed offsets of O -568.88, Si -635.61 eV per atom: -3.815 eV

The program warned: the cutoff lies below the one the program advises for these potential files; the forces do not sum to zero within the program's tolerance; the exchange-correlation potential is rough where the density is thin.
